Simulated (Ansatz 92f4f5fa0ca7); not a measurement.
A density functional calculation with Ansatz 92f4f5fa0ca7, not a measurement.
Periodic cell of 224 atoms, Si133O90H1, from a study of silicon, its oxide and their interface. The atomic structure is a simulated model.
Doubt: the cutoff is far below the 930 eV that the study's wrapper takes by default for these files, so forces and energies are approximate.
This geometry differs little from another in the collection (a relaxation step or a small displacement).

Settings: functional PBE; potential files Ansatz PAW; basis plane waves; wave-function cutoff 580 eV; density cutoff ratio 5; exchange-correlation grid ratio 1; k mesh 1 x 1 x 1, Gamma-centred; self-consistency stop 5e-08 eV per atom in the density residual; occupations fixed; spin none; net charge +1 e, with a uniform compensating background and no finite-size correction.

Cell vectors (angstrom)
a  10.938  0  0
b  0  10.938  0
c  0  0  32.3643

Atoms and the computed forces on them: element, x, y, z (angstrom), force x, y, z (eV/angstrom)
Si  0.3432  -0.3009  24.7627  0.071  -0.0989  -0.1057
Si  5.2932  0.2862  25.0791  -0.0148  0.0948  -0.1828
Si  3.0803  2.4723  25.0307  0.1025  -0.0451  -0.2479
Si  7.9465  2.9227  25.0288  -0.0861  0.0225  -0.2064
Si  -0.196  5.6575  24.7959  -0.0715  0.0774  -0.0919
Si  5.7574  5.1654  24.9129  0.0581  -0.1045  -0.1016
Si  2.6281  8.3932  24.6615  -0.0759  0.0814  -0.0997
Si  8.4976  7.898  24.8344  0.0771  -0.0786  -0.0939
Si  1.4072  1.2924  26.1807  0.0284  -0.0264  0.0061
Si  6.8337  1.4056  26.411  0.0114  -0.0179  -0.0469
Si  4.1784  4.0856  26.3056  0.0098  0.0161  -0.0413
Si  9.6095  4.1053  26.1938  -0.028  0.0392  -0.0033
Si  1.4248  6.8385  26.0742  -0.0189  0.0274  -0.0181
Si  6.8977  6.7956  26.1859  0.0338  -0.0326  -0.0037
Si  4.1049  9.5246  26.1667  -0.033  0.0336  0.0085
Si  9.6477  9.5296  26.1217  0.0386  -0.0172  -0.0138
Si  2.7546  -0.048  27.5865  0.0184  0.0023  -0.0096
Si  8.267  -0.0526  27.5663  -0.0281  0.0207  0.0017
Si  0.0287  2.6995  27.5404  -0.0036  0.0066  0.0056
Si  5.4729  2.7488  27.7052  -0.0234  -0.0007  0.0148
Si  2.7348  5.4816  27.5464  0.0151  -0.0232  -0.0111
Si  8.2345  5.4458  27.5962  0.001  -0.0035  -0.0103
Si  0.0489  8.1743  27.5424  -0.0009  -0.0092  0.0013
Si  5.4953  8.1735  27.5385  -0.0103  0.0035  0.0072
Si  4.1018  1.3673  28.946  -0.263  -0.2945  0.3978
Si  9.5708  1.3673  28.946  0.178  -0.1037  -0.1466
Si  1.3673  4.1018  28.946  0.0295  -0.031  -0.3115
Si  6.8362  4.1018  28.946  0.3374  0.298  0.6418
Si  4.1018  6.8362  28.946  0.0324  0.016  -0.2187
Si  9.5708  6.8362  28.946  0.2223  0.0334  -0.063
Si  1.3673  9.5708  28.946  0.0005  -0.1685  0.0616
Si  6.8362  9.5708  28.946  0.1177  -0.1646  -0.2483
Si  0  0  30.3133  0.0157  0.0194  -0.0173
Si  5.469  0  30.3133  -0.0445  0.0671  -0.0143
Si  2.7345  2.7345  30.3133  -0.0175  -0.0578  0.0056
Si  8.2035  2.7345  30.3133  -0.0499  0.0818  -0.0039
Si  0  5.469  30.3133  -0.0647  0.0299  -0.0161
Si  5.469  5.469  30.3133  0.0691  0.0213  0.006
Si  2.7345  8.2035  30.3133  -0.029  0.058  -0.0207
Si  8.2035  8.2035  30.3133  -0.0062  0.0095  -0.0158
Si  1.3673  1.3673  31.6805  -0.0229  -0.0049  -0.0011
Si  6.8362  1.3673  31.6805  0.0441  -0.0636  -0.0176
Si  4.1018  4.1018  31.6805  0.0245  0.0035  -0.0216
Si  9.5708  4.1018  31.6805  0.035  -0.0449  -0.0157
Si  1.3673  6.8362  31.6805  0.0885  -0.032  -0.0277
Si  6.8362  6.8362  31.6805  -0.0193  -0.0107  -0.0089
Si  4.1018  9.5708  31.6805  0.0021  -0.0456  -0.0227
Si  9.5708  9.5708  31.6805  -0.011  0.0234  -0.0176
Si  2.7345  0  0.6835  0.0587  -0.0029  -0.0136
Si  8.2035  0  0.6835  -0.0529  0.0464  0.008
Si  0  2.7345  0.6835  -0.0228  0.0242  0.0467
Si  5.469  2.7345  0.6835  -0.045  0.0423  0.0376
Si  2.7345  5.469  0.6835  -0.0865  0.0342  0.002
Si  8.2035  5.469  0.6835  0.0086  -0.0113  -0.018
Si  0  8.2035  0.6835  -0.0234  0.0068  0.0299
Si  5.469  8.2035  0.6835  0.0302  0.0215  0.042
Si  4.1018  1.3673  2.0507  -0.1091  -0.1396  0.0153
Si  9.5708  1.3673  2.0507  -0.0089  -0.1402  -0.0125
Si  1.3673  4.1018  2.0507  0.143  0.0387  -0.0061
Si  6.8362  4.1018  2.0507  0.0634  0.0629  0.0225
Si  4.1018  6.8362  2.0507  -0.0242  -0.0603  0.0151
Si  9.5708  6.8362  2.0507  -0.124  -0.1011  0.003
Si  1.3673  9.5708  2.0507  0.0699  0.0806  0.0008
Si  6.8362  9.5708  2.0507  0.0951  0.0407  0.01
Si  0  0  3.418  -0.021  0.3152  -0.3539
Si  5.469  0  3.418  0.0623  0.1856  -0.0229
Si  2.7345  2.7345  3.418  -0.2351  0.1063  -0.1273
Si  8.2035  2.7345  3.418  -0.1224  0.102  0.3467
Si  0  5.469  3.418  -0.2093  -0.2027  0.1102
Si  5.469  5.469  3.418  -0.0052  -0.0872  0.1574
Si  2.7345  8.2035  3.418  0.0369  0.0202  -0.0006
Si  8.2035  8.2035  3.418  -0.0481  -0.045  -0.3071
Si  1.2316  1.4916  4.7733  -0.0191  0.0044  -0.0122
Si  6.7987  1.3921  4.8228  0.0057  -0.0064  0.0267
Si  4.1325  4.0294  4.7946  -0.0027  0.0231  0.0093
Si  9.54  4.1118  4.8481  0.0202  0.0104  0.0077
Si  1.3635  6.8222  4.7629  0.0154  0.0078  0.0156
Si  6.796  6.8977  4.7827  0.0095  -0.0196  0.0154
Si  4.0764  9.6198  4.7699  0.0202  0.0048  0.0203
Si  9.6047  9.55  4.7197  -0.0116  0.0244  0.0085
Si  2.6741  0.1359  5.9802  -0.004  0.0094  -0.0265
Si  8.1827  -0.0697  6.0387  0.0352  -0.0075  -0.0908
Si  -0.1615  2.731  6.3721  -0.0159  -0.0213  0.0051
Si  5.4387  2.6855  6.3383  -0.0042  0.022  -0.0055
Si  2.6716  5.3708  6.066  0.0259  -0.0243  -0.0188
Si  8.1724  5.5333  6.1574  -0.0339  0.02  -0.0109
Si  0.0409  8.2262  6.1154  -0.0147  -0.0544  -0.0512
Si  5.3958  8.2591  6.1858  -0.0286  -0.0164  -0.0383
Si  3.6746  1.5564  7.566  -0.0738  0.0202  0.1122
Si  9.6381  0.9054  7.5866  -0.0044  -0.0418  0.1369
Si  1.5369  3.9122  7.5591  0.0352  -0.0604  0.0535
Si  6.5342  4.4618  7.4791  -0.0515  0.0354  0.1023
Si  4.1982  6.5929  7.3161  0.0041  -0.0552  0.1053
Si  9.3719  7.1539  7.4194  -0.0516  0.0295  0.0867
Si  1.1958  9.8894  7.2997  0.0019  0.1366  0.1881
Si  7.0761  9.3601  7.4312  0.103  0.0389  0.1671
O  9.6156  6.7825  24.2864  -0.0052  -0.0207  0.1295
O  4.1862  1.3635  24.4485  -0.0314  0.0133  0.1993
O  8.1996  8.2232  7.9055  -0.0078  -0.0065  -0.0528
O  2.6455  2.7751  8.056  0.0263  -0.0111  -0.0731
O  6.8628  4.0267  24.4034  0.0389  -0.0227  0.1644
O  1.4691  9.5204  24.2055  0.0033  0.0184  0.1148
O  5.3656  5.563  7.8639  0.0042  -0.0024  -0.068
O  0.0133  -0.0423  7.8593  0.0328  -0.0455  -0.0599
O  7.1023  4.0717  8.9795  -0.0327  0.0091  -0.0942
O  6.7201  10.2249  8.8318  -0.0279  -0.0706  -0.0431
O  10.1801  6.7013  8.8  -0.0174  0.0139  0.0108
O  2.0642  9.5548  8.6665  -0.0491  -0.0004  -0.0454
O  3.8867  0.6304  8.9575  0.015  0.0655  -0.0298
O  1.0576  4.7145  8.9454  0.0068  -0.0087  0.0024
O  8.8881  0.8153  9.1076  0.034  -0.009  -0.0155
O  3.3814  7.1316  8.6397  0.0244  -0.0293  -0.0297
O  7.7819  8.5154  23.472  0.0036  0.0085  0.0397
O  8.5402  2.0456  23.7758  0.0156  0.0342  0.0322
O  5.0934  5.7633  23.53  -0.0087  0.0155  0.0412
O  2.509  3.2639  23.7151  -0.0686  0.0449  -0.0095
O  10.6253  0.4053  23.4078  0.0035  -0.0022  0.0388
O  0.4343  4.9445  23.4274  0.0048  -0.0105  0.036
O  3.3884  7.7897  23.2771  -0.0279  0.0215  0.075
O  6.1949  10.6561  23.8381  -0.0268  -0.021  0.0102
Si  9.5678  2.5316  19.9531  0.0467  0.0261  0.0971
Si  5.6133  6.6896  19.658  0.0302  0.041  0.1328
Si  7.9931  3.4364  14.5517  -0.0801  0.045  0.0033
Si  13.3515  3.244  13.3564  0.0546  0.0162  -0.0877
Si  4.6907  1.4332  13.6097  -0.0302  0.0591  -0.1175
Si  5.0269  7.221  14.3143  -0.0597  -0.0502  -0.0401
Si  4.0325  5.473  12.2601  0.0397  -0.0556  -0.1343
Si  4.017  6.4475  22.5249  0.0182  -0.0309  0.0915
Si  9.5867  10.7505  14.3708  -0.4285  1.3499  -0.3394
Si  6.8333  5.5559  12.6328  -0.1164  -0.1329  -0.1876
Si  7.3444  1.9263  12.1755  -0.1246  0.0934  -0.2147
Si  3.3207  13.499  17.8386  -0.0194  0.0112  0.2009
Si  7.9915  4.3884  10.2824  -0.0105  0.0117  -0.0454
Si  9.2111  7.8252  14.6727  -0.8581  -1.0054  -0.1248
Si  7.5473  0.5065  18.4947  -0.0297  0.1266  0.2869
Si  9.8029  5.1703  16.2535  0.0154  -0.2799  0.3215
Si  7.6721  9.661  16.3306  -0.2872  0.1376  0.4315
Si  2.2033  11.341  12.4348  0.2449  0.2676  -0.2773
Si  8.0076  15.843  18.7989  -0.0417  -0.0581  0.2911
Si  12.4893  13.4709  20.0829  -0.0335  -0.0061  0.1389
Si  -1.6467  1.0664  22.7315  -0.0106  0.1004  0.0948
Si  4.9212  10.0317  15.4143  -0.0234  0.0053  -0.0951
Si  2.8571  10.9306  19.2535  0.0405  0.1159  0.2858
Si  5.5681  9.654  20.1267  -0.023  -0.0079  0.1265
Si  10.7532  5.4616  9.6861  -0.0305  -0.0363  -0.1485
Si  7.1108  9.8367  22.7957  -0.0882  0.0137  0.105
Si  6.2855  13.8229  17.0312  -0.0115  0.0268  0.13
Si  -3.1036  -0.1746  9.9041  -0.0204  0.0578  -0.1744
Si  1.7817  4.2877  16.0968  0.0711  -0.0521  0.0189
Si  -1.6766  9.1494  11.9616  -0.085  0.0077  -0.6267
Si  1.0334  8.9082  14.2796  1.2296  -0.2329  -0.1224
Si  3.5151  7.63  10.1652  -0.013  -0.0021  -0.049
Si  1.7533  4.286  22.7163  0.0363  -0.1736  0.0877
Si  2.5644  9.127  16.9856  0.2005  0.0409  0.3317
Si  13.9978  10.3534  9.6841  -0.0177  -0.022  -0.1245
Si  4.0363  6.4046  17.0783  0.0456  -0.0515  0.1277
Si  11.6954  -3.4976  11.7248  0.1314  -0.0746  -0.4695
O  5.1122  6.684  15.8602  0.0194  0.0223  -0.0206
O  3.7412  2.6553  14.122  -0.0063  -0.02  0.0227
O  6.6733  3.2156  15.4782  0.0371  -0.0084  -0.0333
O  3.9864  10.0975  20.0898  0.007  -0.0157  -0.0957
O  4.2899  6.4338  10.9651  -0.0287  0.0386  0.0413
O  1.3275  3.3709  21.4385  0.052  0.0741  0.0884
O  4.096  9.1732  10.2289  -0.0195  0.0005  0.0397
O  -3.3798  -5.2068  11.1677  0.0138  0.0112  0.0681
O  10.6892  -2.2739  11.3904  -0.0572  0.0302  0.1507
O  9.2777  3.7636  15.5302  0.0203  0.053  -0.0116
O  5.4556  4.6974  12.4328  0.0049  0.0809  0.0816
O  3.5331  10.1785  16.2125  -0.1187  -0.0618  -0.0318
O  6.3848  6.9158  13.444  0.079  0.0211  0.0446
O  10.3234  9.1865  14.7355  0.1313  -0.0428  0.1714
O  6.0685  9.621  16.4818  0.1154  -0.0158  -0.0591
O  9.8073  6.3902  15.124  0.0288  0.4859  -0.1914
O  13.786  4.3396  12.1962  -0.0014  0.0212  0.0744
O  6.7464  1.3649  17.3615  0.0186  -0.0464  -0.0887
O  1.5955  8.609  15.7663  -0.5566  0.1717  -0.4551
O  1.963  9.8954  18.3049  -0.0357  -0.0933  -0.2149
O  14.2335  7.789  17.5114  -0.1206  0.1062  -0.138
O  4.7018  14.0729  17.2296  0.01  -0.0057  -0.0553
O  8.6714  12.3799  19.1526  -0.0189  -0.0357  -0.1053
O  5.8266  2.0765  12.69  0.0524  -0.0287  0.0606
O  8.2599  2.1138  13.5798  0.0733  -0.1042  0.0677
O  2.7593  5.4601  22.2139  -0.0013  -0.0214  -0.0316
O  8.9109  14.9719  19.8513  -0.0131  0.017  -0.1258
O  2.0674  10.931  10.8775  0.0127  -0.0342  0.0892
O  -3.1069  4.7566  13.6333  0.0315  0.0554  0.0446
O  10.6413  11.8225  14.9657  -0.2404  -0.1959  -0.0463
O  7.8167  3.1464  11.2754  0.0018  -0.0523  0.1268
O  8.7698  8.0059  13.0912  0.3259  0.165  0.5401
O  2.7558  14.1931  19.2197  0.0168  -0.0187  -0.1016
O  12.4893  4.0503  14.4851  -0.0206  0.0078  0.0183
O  8.286  10.8181  22.2208  0.0015  0.0005  -0.0444
O  13.0365  7.7526  10.9305  -0.1169  -0.0042  0.166
O  12.5713  1.9368  12.7061  -0.0277  -0.0894  0.0776
O  8.1528  10.6735  15.1223  0.4097  -0.2407  -0.1337
O  4.7842  16.8727  18.4471  -0.037  0.0231  -0.1072
O  8.292  10.1735  17.7428  0.0257  -0.1153  -0.2553
O  5.3162  11.4859  14.8138  0.0235  -0.0581  0.0524
O  3.8006  0.3904  12.7348  -0.1285  -0.058  0.0837
O  7.0081  14.8201  18.0581  -0.0011  -0.0081  -0.0838
O  -1.5014  10.6011  12.7512  0.1927  -0.2077  0.5527
O  9.711  2.0097  21.475  -0.0255  -0.0655  0.0553
O  5.7887  8.2754  19.274  -0.0003  0.0098  -0.0705
O  2.9535  5.3361  16.5097  -0.0143  0.009  -0.0384
O  -2.5706  -1.5568  10.6456  0.0866  -0.0105  0.1999
O  6.468  21.8227  19.5563  0.0276  0.0022  -0.1168
O  11.9546  7.5487  13.3668  -0.2298  0.2816  0.3536
O  6.0916  9.3486  21.6257  0.0569  0.0097  0.0163
O  2.1473  2.8223  16.7243  -0.0241  0.0046  -0.0714
O  7.1183  16.9343  19.6418  0.0002  -0.0012  -0.1034
O  7.2932  11.566  11.2199  0.0342  -0.047  0.0838
O  8.9399  16.4987  17.5909  0.0624  0.0547  -0.1984
O  1.9492  0.924  20.2573  0.005  0  -0.11
O  3.7844  -4.4828  13.5634  -0.0042  0.0213  0.0419
O  8.1281  8.1708  15.8344  0.4478  0.1197  -0.2279
O  0.2008  6.0037  11.2021  -0.0108  0.0296  0.0884
O  4.7998  8.8414  14.2907  -0.0006  0.0315  0.0348
O  11.0585  13.5191  19.2815  0.0107  -0.0048  -0.0422
O  4.8102  6.641  21.0865  -0.0315  0.0041  -0.0065
O  1.5274  10.2131  13.4525  -0.34  -0.2418  0.3146
O  11.3331  4.8926  16.6968  -0.08  0.0724  -0.0547
O  3.5984  1.0064  18.2053  -0.0053  -0.0266  -0.095
O  9.554  4.3894  9.8655  0.0386  -0.0077  0.0429
H  10.3782  12.7533  15.1263  0.0373  -0.3354  -0.0499

Results
free energy: -135754.568 eV
free energy less fixed offsets of H -15.97, O -568.88, Si -635.61 eV per atom: -3.268 eV

The program warned: the cutoff lies below the one the program advises for these potential files; the forces do not sum to zero within the program's tolerance; the exchange-correlation potential is rough where the density is thin.
